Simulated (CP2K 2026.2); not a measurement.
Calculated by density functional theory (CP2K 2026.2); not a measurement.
Periodic cell of 534 atoms, Si358O176, from a study of silicon, its oxide and their interface. The atomic structure is a simulated model.
Doubt: the forces sum to 1.80 eV/angstrom along one axis rather than to zero, so they err by at least 0.0034 eV/angstrom per atom on average; the grid cutoff is modest.

Settings
functional: PBE
method: Gaussian and plane waves
basis set: DZVP-MOLOPT-SR-GTH
pseudopotentials: GTH-PBE
grid cutoff: 350 Ry, relative cutoff 50 Ry
k points: Gamma only
occupations: fixed
spin: none
net charge: 0

Cell vectors (angstrom)
a 16.4025 0 0
b 0 16.4025 0
c 0 0 35.3111

Atoms and the computed forces on them: element, x, y, z (angstrom), force x, y, z (eV/angstrom)
Si 0.253 16.142 35.212 0.012 -0.119 0.033
Si 2.511 2.874 0.163 -0.055 -0.178 -0.11
Si 0.327 5.153 34.899 0.201 -0.25 0.325
Si 3.19 7.507 35.278 -0.177 0.324 0.088
Si 16.082 11.265 34.98 0.013 0.024 0.215
Si 2.502 14.103 0.173 0.049 -0.075 0.078
Si 4.794 0.727 35.29 0.183 -0.052 -0.1
Si 8.279 2.52 0.466 -0.365 -0.229 -0.116
Si 4.762 5.688 35.158 -0.061 -0.471 -0.31
Si 7.664 8.688 35.298 0.185 0.381 -0.193
Si 5.247 10.566 35.017 -0.129 -0.112 0.126
Si 8.234 14.206 35.143 0.119 0.185 0.432
Si 10.58 0.358 0.165 0.055 0.007 0.104
Si 13.32 2.82 34.893 0.127 -0.115 0.279
Si 10.887 6.081 34.692 -0.286 -0.054 -0.112
Si 13.597 8.381 34.817 0.097 0.197 0.246
Si 10.363 11.88 35.207 0.071 -0.123 0.073
Si 13.822 13.479 35.206 -0.017 0.052 0.117
Si 1.154 1.416 1.357 -0.008 -0.073 -0.301
Si 3.912 4.169 1.456 0.106 0.207 -0.201
Si 1.328 6.727 1.163 -0.055 -0.174 -0.098
Si 3.933 9.418 1.228 0.091 -0.013 -0.062
Si 1.268 12.347 1.168 -0.09 0.113 -0.304
Si 3.92 15.417 1.443 -0.151 0.106 -0.289
Si 6.558 1.41 1.522 0.012 -0.028 -0.21
Si 9.447 4.174 1.54 0.109 -0.182 -0.121
Si 6.866 7.071 1.453 0.119 -0.211 0.16
Si 9.33 10.006 1.086 -0.017 0.033 -0.061
Si 6.825 12.863 1.267 -0.044 -0.065 -0.209
Si 9.462 15.249 1.53 0.06 0.115 -0.345
Si 12.342 1.447 1.274 -0.255 0.02 -0.331
Si 14.836 4.247 0.928 0.085 -0.01 -0.341
Si 12.225 7.121 0.993 0.048 0.076 0.234
Si 14.993 9.638 1.023 -0.103 0.017 -0.184
Si 12.186 12.49 1.308 -0.06 0.049 -0.202
Si 15.03 15.031 1.243 0 -0.016 -0.367
Si 16.13 2.851 2.54 -0.126 0.024 -0.065
Si 2.545 0.214 2.84 0.04 0.084 0.1
Si 16.356 8.248 2.43 0.049 0.005 -0.009
Si 2.557 5.517 2.769 0.118 0.091 0.11
Si 16.344 13.67 2.648 0.008 -0.05 0.061
Si 2.62 10.94 2.515 0.073 0.008 0.048
Si 5.354 2.903 2.822 0.13 0.033 0.049
Si 8.033 0.097 2.857 -0.217 0.006 0.177
Si 5.34 8.293 2.738 -0.055 -0.178 0.147
Si 8.174 5.65 2.804 -0.07 0.085 0.138
Si 5.332 13.956 2.685 0.038 0.087 0.074
Si 8.062 11.248 2.646 -0.039 0.002 -0.097
Si 10.992 2.832 2.693 0.142 0.095 0.24
Si 13.663 0.034 2.613 -0.015 -0.083 0.003
Si 10.791 8.444 2.422 -0.161 0.077 -0.254
Si 13.588 5.656 2.407 -0.003 0.073 -0.06
Si 10.89 13.822 2.747 0.12 0.12 0.147
Si 13.57 10.947 2.517 -0.079 -0.056 -0.018
Si 1.165 4.116 4.026 0.015 0.093 -0.092
Si 3.983 1.523 4.167 -0.044 0 -0.021
Si 1.275 9.592 3.921 0.036 0.021 -0.042
Si 3.994 6.886 4.098 -0.091 0.071 -0.141
Si 1.26 15.073 4.071 0.005 -0.021 -0.049
Si 3.999 12.373 3.915 0.008 -0.014 -0.11
Si 6.796 4.247 4.121 -0.127 -0.064 0.006
Si 9.553 1.482 4.079 -0.2 0.047 -0.19
Si 6.748 9.728 4.012 0.1 0.095 -0.132
Si 9.586 7.052 3.998 0.003 -0.02 -0.046
Si 6.707 15.117 4.197 0.173 0.091 -0.051
Si 9.52 12.425 4.072 -0.001 -0.06 -0.038
Si 12.342 4.273 3.97 -0.109 -0.166 -0.137
Si 14.944 1.431 4.012 -0.002 0.115 -0.042
Si 12.2 9.629 3.918 0.14 0.041 -0.001
Si 14.97 6.93 3.861 -0.014 0.015 0.016
Si 12.302 15.143 4.065 -0.19 0.001 -0.024
Si 14.935 12.298 3.967 0.078 0.112 -0.111
Si 16.391 16.383 10.864 0.031 -0.035 -0.001
Si 2.728 2.72 10.842 0.03 -0.016 -0.007
Si 16.378 5.478 10.85 0.002 -0.002 -0.025
Si 2.716 8.195 10.853 0.042 0.015 -0.022
Si 16.377 10.923 10.874 0.017 0.01 -0.009
Si 2.73 13.66 10.878 0.027 -0.018 0.012
Si 5.458 16.397 10.851 0.026 -0.008 0.011
Si 8.188 2.735 10.859 0.023 -0.01 0.015
Si 5.468 5.472 10.844 0.023 -0.009 0.005
Si 8.212 8.211 10.873 0.001 -0.051 0.006
Si 5.469 10.94 10.869 0.018 -0.01 -0.011
Si 8.203 13.66 10.856 0.054 -0.054 -0.014
Si 10.913 16.387 10.851 0.024 0.022 -0.023
Si 13.659 2.74 10.866 0.014 -0.065 -0.011
Si 10.926 5.49 10.874 0.006 -0.029 0.005
Si 13.651 8.211 10.879 0.008 -0.034 0.002
Si 10.929 10.927 10.87 0.034 -0.033 -0.011
Si 13.655 13.635 10.874 0.029 0.015 0.006
Si 1.401 1.321 12.213 -0.032 0.033 0.005
Si 4.135 4.051 12.198 0.002 -0.005 0.012
Si 1.37 6.801 12.216 -0.032 -0.035 0.011
Si 4.129 9.523 12.205 -0.084 -0.034 -0.016
Si 1.38 12.263 12.228 -0.024 0.01 -0.022
Si 4.137 15.007 12.236 -0.044 0.022 0.022
Si 6.853 1.318 12.225 -0.067 0.016 0.012
Si 9.577 4.082 12.22 -0.024 0.024 -0.017
Si 6.869 6.797 12.218 0.013 0.049 -0.024
Si 9.59 9.557 12.261 0.024 0.052 0.019
Si 6.867 12.283 12.236 0.004 0.08 0.016
Si 9.586 14.988 12.236 -0.055 0.03 0.02
Si 12.302 1.33 12.195 -0.045 -0.016 -0.045
Si 15.049 4.094 12.225 0.031 0.069 0.017
Si 12.306 6.831 12.255 -0.004 0.027 -0.002
Si 15.03 9.548 12.262 0.019 0.007 -0.002
Si 12.305 12.252 12.263 -0.054 -0.015 0.004
Si 15.055 14.981 12.227 -0.015 0.019 0.003
Si 0.049 2.711 13.546 0.045 -0.118 0.002
Si 2.765 16.352 13.608 0.073 -0.015 0.059
Si 0.011 8.154 13.598 0.006 0.015 0
Si 2.757 5.403 13.541 -0.014 0.023 0.001
Si 0.039 13.624 13.613 0.009 -0.041 0.051
Si 2.769 10.879 13.555 0.006 0.028 0.024
Si 5.487 2.666 13.596 0.005 0.014 -0.006
Si 8.214 16.334 13.603 0.048 -0.028 -0.003
Si 5.508 8.155 13.569 0.014 -0.021 -0.002
Si 8.216 5.416 13.609 0.016 -0.032 0.05
Si 5.536 13.661 13.611 0.041 -0.095 -0.032
Si 8.22 10.916 13.632 0.028 -0.039 0.002
Si 10.955 2.695 13.555 0.044 -0.023 0.013
Si 13.648 16.334 13.541 0.015 0.036 0.011
Si 10.956 8.187 13.648 -0.027 -0.071 0.015
Si 13.676 5.442 13.605 0.01 0.007 0.023
Si 10.925 13.599 13.633 0.084 -0.021 -0.011
Si 13.67 10.891 13.666 -0.022 0.019 -0.034
Si 1.466 4.005 14.942 0.003 0.072 0.037
Si 4.152 1.286 15.003 0.024 -0.006 -0.027
Si 1.445 9.482 14.927 0.009 -0.076 -0.001
Si 4.172 6.716 14.882 -0.063 0.023 -0.015
Si 1.431 14.966 14.994 -0.049 -0.019 0.004
Si 4.183 12.22 14.88 -0.068 0.116 0.044
Si 6.89 3.979 14.967 -0.024 -0.025 0.062
Si 9.638 1.279 14.902 -0.028 0.03 0.027
Si 6.87 9.501 14.959 0.011 -0.042 0.029
Si 9.594 6.775 14.982 0.071 0.092 0.048
Si 6.898 14.984 15.059 -0.002 0.063 0.06
Si 9.555 12.266 15.065 0.029 -0.027 0.009
Si 12.317 4.035 14.94 -0.084 -0.042 0.015
Si 15.033 1.333 14.815 -0.001 -0.031 0.007
Si 12.313 9.528 15.075 0.043 0.059 0.069
Si 15.049 6.796 14.989 0.084 -0.052 0.009
Si 12.366 14.919 14.955 -0.051 0.018 0.027
Si 15.101 12.234 14.996 0.016 -0.005 0.01
Si 16.359 16.399 16.19 -0.058 -0.012 -0.083
Si 2.815 2.639 16.397 0.001 -0.056 0.101
Si 0.077 5.374 16.249 -0.009 0.005 0.096
Si 2.862 8.092 16.238 0.009 -0.129 0.035
Si 0.085 10.81 16.306 -0.037 0.047 0.009
Si 2.896 13.559 16.301 0.164 -0.243 -0.198
Si 5.555 16.384 16.431 -0.086 -0.021 0.013
Si 8.296 2.577 16.315 0.064 0.074 -0.041
Si 5.439 5.287 16.29 0.25 0.066 0.036
Si 8.189 8.101 16.347 0.009 0.053 -0.015
Si 5.516 10.887 16.299 -0.04 0.053 0.045
Si 8.219 13.611 16.521 -0.031 0.008 0.22
Si 10.98 16.291 16.263 0.115 -0.055 0.094
Si 13.72 2.648 16.243 0.137 -0.019 0.129
Si 10.961 5.373 16.334 0.071 0.007 -0.153
Si 13.701 8.127 16.447 -0.021 0.001 -0.059
Si 10.908 10.892 16.451 -0.028 -0.154 0.029
Si 13.758 13.601 16.382 0.017 0.15 0.071
Si 1.257 1.315 17.606 -0.152 0.094 -0.157
Si 4.319 3.851 17.837 0.111 -0.089 0.187
Si 1.607 6.603 17.555 0.145 0.048 -0.185
Si 4.251 9.409 17.623 0.097 -0.037 -0.086
Si 1.56 12.107 17.6 0.026 -0.033 0.074
Si 4.198 14.96 17.742 -0.031 0.005 -0.124
Si 7.029 1.26 17.828 0.001 0.097 0.155
Si 9.623 3.97 17.675 0.058 -0.089 0.136
Si 6.852 6.589 17.628 0.07 -0.108 0.019
Si 9.48 9.47 17.79 -0.115 0.06 -0.018
Si 6.709 12.228 17.853 0.093 -0.135 0.125
Si 9.695 15.056 17.824 0.099 0.093 0.047
Si 12.453 1.156 17.577 0.121 -0.06 0.075
Si 15.119 4.002 17.613 -0.113 -0.082 0.033
Si 12.339 6.664 17.746 -0.072 -0.062 0.04
Si 15.319 9.318 17.741 0.165 0.17 0.206
Si 12.332 12.3 17.747 0.133 -0.006 -0.106
Si 15.152 15.044 17.701 0.033 -0.024 0.084
Si 16.328 2.623 19.133 0.049 0.021 0.249
Si 2.204 15.847 18.588 0.215 0.001 -0.15
Si 0.389 7.939 18.971 0.059 -0.252 0.282
Si 2.847 5.212 19.01 -0.005 0.152 0.203
Si 0.652 13.998 18.648 -0.242 -0.082 -0.152
Si 2.902 10.672 19.02 -0.19 0.036 0.151
Si 6.188 2.926 19.297 0.156 0.035 0.022
Si 8.398 16.393 19.343 0.034 0.033 -0.125
Si 5.541 7.967 18.994 0.019 0.013 0.188
Si 7.885 4.916 19.014 0.074 0.22 0.126
Si 5.439 13.703 19.351 -0.131 -0.223 -0.062
Si 8.03 10.79 19.261 0.011 -0.008 0.25
Si 11.168 2.573 18.854 0.041 0.172 -0.112
Si 13.864 0.03 19.194 -0.118 0.056 -0.22
Si 10.679 7.788 18.988 -0.129 0.038 0.117
Si 13.824 5.325 19.076 0.306 0.104 0.185
Si 11.263 13.858 19.164 -0.152 -0.134 0.126
Si 13.342 10.985 19.414 -0.243 -0.142 0.069
Si 1.308 4.075 20.381 -0.364 0.096 -0.093
Si 3.592 0.643 23.114 0.055 0.147 0.527
Si 1.931 9.002 20.48 -0.006 0.206 0.121
Si 4.068 6.72 20.318 -0.118 0.024 -0.158
Si 0.916 13.625 20.923 -0.081 0.008 -0.639
Si 3.805 12.269 20.461 0.057 -0.188 0.012
Si 6.081 1.966 21.788 0.107 0.328 -0.726
Si 9.885 1.624 20.534 0.056 0.347 -0.379
Si 6.961 8.981 20.599 -0.065 0.184 -0.287
Si 9.043 6.542 20.435 -0.2 0.053 -0.122
Si 7.372 14.555 20.629 -0.206 0.207 0.191
Si 8.835 12.6 20.67 -0.14 -0.769 -0.069
Si 12.804 3.568 20.247 -0.413 0.151 -0.183
Si 14.495 1.877 20.593 0.377 -0.103 -0.031
Si 11.84 9.327 20.274 -0.047 -0.287 -0.131
Si 15.669 6.359 20.269 -0.272 0.084 -0.022
Si 12.792 14.964 20.664 -0.13 0.303 -0.183
Si 14.197 13.242 21.579 0.028 -0.254 0.16
Si 16.005 0.93 23.046 -0.26 -0.099 0.122
Si 2.103 2.593 23.109 0.415 -0.174 -0.196
Si 13.961 7.99 22.274 0.16 -0.047 0.077
Si 2.065 9.937 23.398 -0.033 -0.059 0.266
Si 1.601 15.692 21.426 0.151 -0.165 -0.049
Si 4.104 14.779 25.164 -0.035 -0.284 0.322
Si 4.852 2.206 26.729 0.079 -0.023 0.412
Si 10.845 0.48 22.318 -0.06 0.1 0.402
Si 5.577 5.013 22.666 0.033 0.489 0.157
Si 5.062 10.448 22.753 -0.005 0.012 0.037
Si 7.956 16.164 23.097 -0.039 -0.292 0.344
Si 10.257 10.786 22.366 0.01 -0.009 0.216
Si 11.574 3.087 27.386 -0.109 0.012 0.141
Si 10.345 4.218 22.021 0.169 0.065 0.171
Si 0.497 8.846 25.79 0.006 0.016 0.07
Si 9.644 9.728 25.105 -0.017 -0.041 0.439
Si 8.406 15.072 26.06 0.174 -0.281 0.39
Si 1.827 1.479 27.744 -0.061 0.002 0.24
Si 3.742 4.295 24.941 0.06 0.303 0.383
Si 3.976 8.716 28.522 0.061 0.152 -0.025
Si 7.407 10.26 30.25 -0.098 0.063 -0.343
Si 2.291 12.428 25.202 0.113 -0.155 0.246
Si 5.243 12.1 25.261 0.029 0.007 0.428
Si 11.654 4.409 29.98 -0.107 0.082 -0.224
Si 6.58 4.642 27.084 0.105 -0.068 0.195
Si 14.183 9.573 24.757 0.024 -0.166 0.315
Si 10.315 6.828 25.671 0.06 0.169 0.212
Si 5.964 10.456 27.543 0.115 0.168 0.111
Si 11.281 2.784 24.483 0.168 0.212 0.493
Si 16 16.209 26 -0.054 -0.054 0.526
Si 13.626 4.069 25.87 0.178 0.206 0.059
Si 13.242 6.71 24.809 0.009 0.112 0.264
Si 0.45 11.391 29.532 0.23 0.183 -0.413
Si 10.502 12.731 25.818 -0.059 -0.077 0.203
Si 14.226 1.727 27.444 -0.115 0.12 0.05
Si 1.393 15.479 29.479 0.047 -0.074 0.058
Si 5.708 15.759 27.349 -0.038 -0.234 0.32
Si 0.323 9.773 32.157 0.047 0.053 -0.235
Si 7.529 5.933 24.517 0.099 0.161 0.403
Si 2.816 13.166 30.683 0.099 0.104 -0.194
Si 5.764 12.84 30.935 0.047 -0.035 -0.276
Si 3.977 6.08 27.419 0.072 0.209 0.009
Si 12.191 15.16 30.167 -0.052 0.008 -0.251
Si 5.644 7.934 30.987 -0.001 -0.059 -0.144
Si 10.107 7.18 30.335 0.061 0.021 -0.427
Si 6.856 15.428 30.102 0.132 -0.14 -0.186
Si 10.547 10.168 30.297 -0.318 0.047 -0.332
Si 11.056 3.78 32.891 -0.213 -0.065 -0.233
Si 14.985 0.371 30.067 -0.024 -0.033 -0.286
Si 0.819 4.205 29.071 0.081 0.055 -0.023
Si 11.043 12.856 28.796 -0.099 -0.159 -0.052
Si 16.233 6.827 27.927 0.003 0.113 -0.19
Si 7.119 8.343 25.958 0.059 0.019 0.129
Si 6.928 0.018 33.067 -0.053 -0.002 -0.019
Si 2.902 8.069 32.15 0.39 -0.224 -0.299
Si 5.599 5.003 32.117 -0.005 0.118 -0.176
Si 1.154 9.412 28.575 -0.023 0.082 -0.071
Si 4.063 12.58 33.257 0.046 0.046 -0.21
Si 7.877 3.043 33.007 -0.178 0.146 0.023
Si 12.315 15.412 33.245 -0.265 -0.099 0.151
Si 9.669 7.615 33.457 0.083 -0.132 -0.043
Si 8.647 6.357 27.955 0.084 -0.006 0.064
Si 9.595 15.36 28.774 -0.058 -0.119 0.049
Si 11.562 10.093 33.168 0.061 0.09 -0.196
Si 14.628 5.351 29.881 -0.048 -0.022 -0.276
Si 0.407 13.513 27.391 -0.016 -0.07 0.204
Si 15.303 6.902 32.663 0.057 -0.186 -0.082
Si 3.157 5.304 30.442 0.054 -0.086 -0.064
Si 14.805 0.996 33.055 0.18 -0.045 -0.103
Si 12.637 12.084 23.876 -0.343 -0.244 0.556
O 16.061 12.499 28.51 -0.012 -0.312 0.089
O 16.075 0.262 33.755 -0.219 0.05 -0.174
O 1.499 3.939 34.584 -0.012 0 0.479
O 3.649 1.845 34.708 0.282 0.007 0.366
O 4.38 4.487 31.152 -0.123 -0.058 0.141
O 3.643 7.677 27.277 0.219 0.081 -0.009
O 6.302 5.99 0.313 0.128 0.195 0.213
O 0.268 10.561 33.592 -0.079 0.275 0.255
O 5.914 11.948 0.236 -0.374 0.063 0.193
O 2.664 7.794 33.73 -0.306 -0.339 0.033
O 3.676 13.573 34.464 0.087 0.053 -0.117
O 1.845 12.188 29.85 0.093 -0.005 -0.147
O 6.469 15.983 31.566 0.05 -0.044 0.251
O 5.548 0.227 33.912 -0.061 0.249 -0.106
O 9.399 1.467 35.076 -0.123 0.054 0.027
O 7.469 3.314 34.56 -0.074 0.152 0.009
O 4.932 5.162 33.595 -0.159 -0.003 0.454
O 6.857 3.953 32.087 0.044 -0.163 0.001
O 9.662 7.24 31.875 -0.246 0.243 0.312
O 8.146 7.782 33.997 -0.125 -0.161 -0.139
O 6.459 9.571 34.55 0.245 -0.229 0.04
O 4.305 11.039 33.749 -0.194 -0.148 -0.132
O 9.307 13.048 34.602 0.377 -0.27 0.213
O 7.793 15.263 33.903 -0.182 -0.028 0.085
O 11.034 15.952 34.097 -0.167 0.199 -0.093
O 13.434 0.171 33.256 -0.117 0.052 0.237
O 14.549 2.407 33.836 -0.18 0.041 -0.035
O 11.936 2.86 33.929 0.203 0.016 0.144
O 11.495 3.549 31.343 0.132 -0.097 0.236
O 11.476 5.298 33.343 -0.044 0.041 0.265
O 16.368 5.893 33.436 0.263 -0.044 0.213
O 14.161 7.179 33.814 0.114 -0.084 0.151
O 11.194 11.518 33.833 0.044 0.125 -0.388
O 12.973 9.522 33.765 0.05 -0.03 0.077
O 14.927 12.398 34.545 0.054 -0.089 0.107
O 13.005 14.093 33.907 -0.3 -0.02 -0.11
O 2.359 0.003 20.154 0.08 -0.14 0.275
O 0.254 5.231 21.033 0.008 -0.259 -0.724
O 2.695 15.784 22.605 0.108 0.148 0.137
O 4.773 1 22.028 0.275 -0.04 -0.055
O 1.42 9.736 21.899 0.101 -0.013 -0.24
O 2.671 14.006 24.877 -0.254 0.286 0.05
O 4.961 5.868 21.432 -0.014 0.172 0.142
O 3.015 7.822 21.015 -0.26 0.239 -0.372
O 2.314 12.728 21.102 -0.224 0.115 0.049
O 0.241 0.089 21.807 0.081 0.122 -0.114
O 3.689 9.707 23.27 0.135 0.022 0.122
O 4.666 11.664 21.733 0.11 0.242 -0.244
O 5.671 3.424 22.398 -0.2 -0.305 0.321
O 7.361 1.242 22.619 -0.359 0.31 -0.308
O 7.991 15.933 24.734 -0.183 0.328 -0.519
O 12.04 15.854 21.895 0.371 -0.182 -0.197
O 6.11 9.455 21.971 0.145 0.081 0.014
O 10.089 11.154 25.737 -0.046 -0.013 0.006
O 9.808 5.737 21.684 0.209 -0.196 0.24
O 8.055 7.773 21.041 -0.067 0.031 -0.44
O 7.112 15.034 22.246 -0.304 -0.074 -0.232
O 5.772 0.867 26.733 0.182 0.077 -0.055
O 10.396 12.947 20.272 -0.009 0.304 -0.008
O 9.05 11.882 22.18 0.032 0.058 -0.274
O 9.389 3.134 21.211 -0.068 -0.115 -0.154
O 11.923 4.085 21.573 0.181 0.036 -0.029
O 14.693 1.559 22.27 -0.144 -0.137 -0.43
O 0.594 2.13 23.51 -0.187 0.133 -0.235
O 12.72 8.458 21.363 0.12 0.026 -0.043
O 10.489 10.007 20.961 0.064 -0.052 -0.009
O 14.465 9.25 23.182 -0.049 0.005 -0.136
O 15.219 7.432 21.437 -0.236 0.042 0.285
O 15.846 13.281 21.593 0.21 -0.12 0.357
O 9.525 15.975 22.694 0.113 -0.14 -0.111
O 14.757 10.215 19.048 -0.084 0.035 -0.241
O 13.789 12.958 23.158 0.243 0.334 -0.38
O 15.877 16.356 24.367 0.151 -0.056 -0.395
O 1.168 12.485 26.377 0.138 -0.252 0.076
O 2.416 3.772 24.187 -0.421 -0.035 -0.008
O 2.107 3.259 21.589 0.263 -0.198 0.268
O 2.568 8.977 29.275 -0.036 -0.036 0.29
O 13.467 6.756 23.208 0.147 -0.142 -0.046
O 5.875 9.159 26.553 0.053 -0.296 0.111
O 5.777 11.139 24.058 0.181 -0.211 -0.22
O 13.755 11.955 20.67 0.039 0.231 -0.08
O 1.75 11.461 23.987 -0.14 -0.003 -0.076
O 4.226 16.254 24.454 0.023 0.137 -0.191
O 5.28 13.67 24.772 0.15 0.122 0.053
O 4.628 2.943 25.287 -0.106 -0.035 -0.401
O 4.333 15.061 26.783 0.06 -0.103 -0.241
O 7.877 4.916 28.034 -0.136 0.018 0.047
O 6.998 14.865 26.878 0.069 -0.042 -0.157
O 7.112 5.497 23.01 -0.176 -0.277 -0.157
O 4.622 5.26 23.971 -0.043 0.091 -0.103
O 7.204 10.342 28.611 -0.132 -0.08 -0.081
O 6.111 11.81 26.637 0.006 -0.023 -0.028
O 9.861 9.701 23.504 -0.058 0.008 -0.437
O 9.162 13.664 25.647 -0.256 0.072 -0.081
O 8.071 9.524 25.393 -0.128 0.051 0.029
O 14.973 1.494 28.878 -0.067 0.08 0.092
O 10.68 2.694 26.046 -0.079 0.038 -0.196
O 14.218 5.515 25.397 -0.056 -0.051 0.11
O 10.379 3.867 23.637 -0.269 -0.014 -0.221
O 11.255 1.362 23.671 0.258 -0.201 -0.499
O 1.403 9.55 26.952 -0.167 0.163 -0.126
O 13.508 8.214 25.419 -0.189 -0.154 0.074
O 11.635 13.075 24.702 -0.066 0.069 -0.065
O 10.436 8.462 25.767 -0.162 -0.027 0.161
O 14.724 3.084 26.618 -0.11 -0.049 0.01
O 11.715 11.39 22.736 0.096 -0.15 -0.158
O 2.02 0.52 29.06 0.249 -0.048 -0.115
O 1.104 2.883 28.166 0.074 0.15 -0.216
O 5.052 7.918 29.458 -0.055 0.065 0.164
O 5.785 3.294 27.555 0.103 -0.003 -0.156
O 6.653 7.292 24.821 0.03 -0.252 -0.322
O 1.397 8.819 24.422 -0.058 -0.075 -0.083
O 6.983 8.846 30.935 0.174 -0.042 0.066
O 6.407 11.358 30.89 -0.157 0.075 0.364
O 5.725 15.842 28.985 -0.067 -0.023 -0.117
O 4.351 13.021 30.107 0.011 -0.18 -0.054
O 3.35 1.855 27.277 -0.094 0.283 -0.132
O 15.984 14.615 26.466 -0.243 0.013 0.144
O 10.873 3.549 28.792 -0.129 0.003 -0.026
O 3.283 5.149 26.262 -0.136 -0.252 -0.234
O 11.128 5.944 30.088 -0.084 0.151 0.255
O 7.145 4.697 25.54 0.219 -0.061 -0.374
O 9.1 6.352 24.684 -0.097 -0.214 -0.236
O 11.705 6.271 25.081 0.027 -0.331 -0.244
O 10.717 8.613 29.792 -0.004 -0.028 0.062
O 10.082 6.204 27.173 -0.035 0.132 0.077
O 9.655 13.72 29.025 -0.06 0.13 0.236
O 8.971 10.487 30.635 0.121 0.29 0.156
O 13.622 15.887 29.969 0.016 0.022 -0.014
O 12.25 13.617 29.597 0.02 -0.059 -0.041
O 12.606 1.828 27.664 0.044 -0.153 -0.15
O 12.861 3.261 24.65 0.039 -0.232 -0.414
O 12.48 4.389 26.987 -0.054 -0.104 0.159
O 16.378 7.374 26.363 0.171 -0.135 0.096
O 14.79 6.322 28.542 -0.116 -0.061 -0.154
O 15.768 4.186 29.798 0.02 -0.049 0.178
O 15.856 8.382 32.246 0.088 0.024 -0.273
O 15.592 9.808 25.536 -0.038 0.199 -0.222
O 13.262 10.917 24.872 -0.223 0.262 0.103
O 11.316 12.951 27.203 0.085 0.22 -0.081
O 3.697 11.739 25.69 -0.2 -0.173 -0.068
O 14.589 0.419 26.556 0.199 -0.021 0.066
O 5.581 5.909 27.252 -0.053 -0.014 0.134
O 16.241 15.73 29.936 -0.232 -0.214 -0.112
O 2.277 14.725 30.634 0.163 -0.125 0.001
O 9.415 15.763 27.182 -0.099 0.117 -0.045
O 1.837 9.257 31.793 -0.006 0.066 -0.057
O 4.455 8.561 31.92 -0.193 0.001 0.352
O 6.077 6.453 31.511 -0.004 0.083 0.109
O 3.57 5.581 28.896 0.089 -0.188 -0.076
O 5.412 13.151 32.506 -0.137 0.128 0.045
O 6.881 13.801 30.258 0.039 -0.011 0.181
O 16.208 10.831 30.968 0.106 0.046 0.445
O 0.157 8.137 28.857 0.13 -0.144 0.274
O 9.438 3.5 32.847 0.224 0.072 -0.194
O 7.708 1.434 32.757 -0.111 -0.03 -0.079
O 11.797 15.095 31.742 -0.108 0.136 0.313
O 11.01 15.966 29.341 0.116 0.15 -0.156
O 7.857 7.519 27.146 0.014 0.037 0.061
O 4.523 10.258 28.287 -0.043 -0.149 -0.135
O 10.019 4.941 0.183 -0.264 0.247 -0.089
O 8.77 6.867 29.475 0.107 -0.122 0.203
O 8.332 15.939 29.627 -0.006 0.16 0.09
O 2.809 12.628 32.219 0.03 0.117 0.153
O 11.562 10.327 31.558 0.15 0.056 0.302
O 10.384 9.074 33.611 -0.03 -0.011 0.234
O 13.247 4.533 29.724 0.03 -0.137 0.314
O 15.103 1.186 31.47 0.181 0.227 0.193
O 0.889 0.665 26.636 -0.034 0.087 -0.099
O 1.418 15.07 34.661 -0.044 0.041 0.607
O 2.753 6.669 31.265 -0.44 0.145 -0.031
O 1.882 4.302 30.313 -0.082 -0.15 -0.099
O 1.45 14.473 28.197 0.145 -0.09 -0.19
O 10.971 11.278 29.181 -0.008 -0.091 0.096
O 14.729 6.177 31.302 -0.071 0.021 0.312
O 0.859 5.555 28.109 -0.05 0.013 -0.182
Si 16.308 0.059 5.404 0.017 -0.043 -0.006
Si 2.575 2.842 5.466 0.065 -0.068 0.016
Si 16.27 5.558 5.352 0.013 -0.046 -0.09
Si 2.625 8.28 5.391 0.063 -0.04 -0.01
Si 16.333 10.951 5.334 -0.041 -0.051 -0.065
Si 2.664 13.689 5.378 -0.013 0.041 -0.042
Si 5.356 0.109 5.495 0.025 -0.007 -0.006
Si 8.174 2.835 5.436 0.037 0.025 0.018
Si 5.389 5.557 5.461 0.037 0.003 0.053
Si 8.154 8.338 5.367 0.033 0.067 -0.029
Si 5.366 11.051 5.374 0.011 -0.058 -0.02
Si 8.141 13.735 5.467 -0.027 0.004 0.006
Si 10.903 0.075 5.431 0.078 0.015 -0.031
Si 13.617 2.83 5.383 0.028 0.013 -0.04
Si 10.927 5.598 5.339 0.072 0.054 -0.005
Si 13.603 8.26 5.291 -0.015 -0.018 -0.124
Si 10.894 10.991 5.363 -0.037 0.042 -0.037
Si 13.632 13.698 5.382 0.003 -0.041 -0.039
Si 1.281 1.393 6.796 0.047 0.009 0.002
Si 4.023 4.164 6.796 -0.054 0.05 0.001
Si 1.28 6.877 6.74 0.011 0.037 -0.011
Si 4.039 9.628 6.743 -0.065 0.036 0.003
Si 1.307 12.3 6.734 0.02 0.033 -0.018
Si 4.025 15.051 6.782 0.007 0.015 -0.001
Si 6.809 1.437 6.798 -0.023 0.017 -0.045
Si 9.583 4.204 6.743 -0.113 -0.005 0.009
Si 6.817 6.925 6.753 -0.066 0.001 0.031
Si 9.545 9.637 6.757 -0.041 -0.013 0.018
Si 6.774 12.339 6.785 0.045 -0.017 -0.008
Si 9.551 15.084 6.796 -0.046 0.023 -0.051
Si 12.283 1.437 6.777 -0.13 0.092 -0.012
Si 14.983 4.164 6.766 0.002 -0.029 0.004
Si 12.295 6.906 6.731 -0.019 -0.047 0.018
Si 14.978 9.585 6.704 0.002 0.051 0.006
Si 12.275 12.324 6.745 -0.024 0.028 -0.014
Si 14.99 15.053 6.769 -0.017 0.053 0.005
Si 16.342 2.776 8.142 0.037 -0.007 -0.008
Si 2.67 0.014 8.14 -0.019 -0.043 0.008
Si 16.337 8.238 8.112 -0.007 -0.053 -0.002
Si 2.661 5.526 8.136 0.084 -0.02 0.005
Si 16.367 13.671 8.123 0.027 0.02 -0.002
Si 2.68 10.961 8.134 0.031 -0.016 -0.003
Si 5.422 2.786 8.137 0.016 -0.034 0.013
Si 8.174 0.04 8.142 0.02 0.03 0.021
Si 5.43 8.262 8.12 0.049 0.003 -0.021
Si 8.19 5.536 8.116 0.043 -0.004 -0.01
Si 5.419 13.698 8.146 0.022 0.012 0.003
Si 8.168 10.969 8.133 0.004 -0.026 0.002
Si 10.912 2.8 8.134 0.054 -0.032 -0.001
Si 13.634 0.026 8.137 0.023 -0.038 -0.013
Si 10.919 8.248 8.108 0.005 -0.019 -0.008
Si 13.625 5.522 8.129 -0.009 -0.032 0.008
Si 10.92 13.683 8.128 0.006 -0.034 0.01
Si 13.639 10.944 8.105 0.024 0.007 0.002
Si 1.342 4.113 9.5 -0.013 -0.02 0.005
Si 4.085 1.363 9.479 0.019 0.006 -0.007
Si 1.331 9.567 9.493 -0.004 0.011 -0.01
Si 4.085 6.854 9.481 -0.062 0.007 0.002
Si 1.346 15.016 9.504 0 0.041 0
Si 4.08 12.301 9.504 -0.032 0.019 -0.001
Si 6.837 4.126 9.477 -0.052 0.022 0.008
Si 9.562 1.389 9.492 -0.061 -0.001 0.003
Si 6.83 9.582 9.504 -0.007 0.019 0.015
Si 9.577 6.869 9.491 -0.013 0.013 -0.002
Si 6.827 15.04 9.495 -0.024 0.003 0.02
Si 9.567 12.303 9.495 -0.041 0.062 0.005
Si 12.294 4.133 9.509 -0.028 0.031 0.007
Si 15.018 1.371 9.507 -0.016 0.048 -0.002
Si 12.294 9.578 9.494 -0.031 0.017 -0.006
Si 15.007 6.86 9.498 0.016 0.009 -0.009
Si 12.295 15.026 9.503 -0.038 0.037 0.014
Si 15.015 12.285 9.489 -0.03 -0.007 -0.017

Results
total energy: -115452.020 eV
total energy less fixed offsets of O -438.35, Si -107.03 eV per atom: 14.320 eV
